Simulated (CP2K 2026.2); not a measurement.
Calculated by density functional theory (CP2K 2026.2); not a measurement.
Periodic cell of 1154 atoms, Si864O290, from a study of silicon, its oxide and their interface. The atomic structure is a simulated model.
Doubt: the forces sum to 2.52 eV/angstrom along one axis rather than to zero, so they err by at least 0.0022 eV/angstrom per atom on average; the grid cutoff is modest.

Settings: functional PBE; method Gaussian and plane waves; basis set DZVP-MOLOPT-SR-GTH; pseudopotentials GTH-PBE; grid cutoff 350 Ry, relative cutoff 50 Ry; k points Gamma only; occupations fixed; spin none; net charge 0.

Cell vectors (angstrom)
a 32.64 0 0
b 0 16.32 0
c -2.5729 -4.2536 39.28

Atoms: element, x, y, z (angstrom)
Si 28.5976 13.208 0.562
Si 1.1859 1.2185 0.8019
Si 28.9536 -1.3797 38.891
Si 1.7976 6.2817 1.6238
Si 31.0755 8.8963 0.9
Si 0.9008 13.1447 0.4458
Si -0.3965 5.6886 35.2285
Si 6.134 1.1472 0.9629
Si 3.5155 4.5784 1.4758
Si 6.3443 7.2122 1.5108
Si 4.5831 8.8791 1.4468
Si 7.2381 11.5575 1.3598
Si 9.8174 14.5361 1.2346
Si 11.9163 1.8552 1.4734
Si 10.2821 3.7231 1.1077
Si 11.0807 5.3835 2.611
Si 8.9634 9.8618 1.3174
Si 12.046 12.3349 1.4252
Si 15.5918 14.3915 1.3724
Si 17.6779 1.595 1.4611
Si 14.4303 4.5162 1.5658
Si 17.2029 7.2551 1.3288
Si 15.4153 9.0738 1.3628
Si 17.2726 12.6636 1.5196
Si 20.9959 14.2691 1.5408
Si 22.6174 1.8209 1.3996
Si 19.2598 2.768 2.7065
Si 22.7187 7.4924 1.7787
Si 20.7773 9.0363 1.771
Si 22.6572 12.5294 1.6923
Si 26.2181 15.2294 1.047
Si 27.9366 2.2047 1.4101
Si 26.1428 3.7678 1.588
Si 29.072 6.1182 1.5598
Si 25.2686 2.4495 38.0599
Si 26.9354 6.6272 38.4296
Si 32.2333 -0.2787 2.7707
Si 2.7664 2.8385 2.9095
Si -0.0276 5.3094 2.7206
Si 2.8334 8.0281 2.8137
Si 0.0023 11.0433 2.648
Si 2.7555 14.3271 2.3746
Si 5.1342 0.0353 2.7573
Si 8.3854 2.8719 2.4376
Si 5.3435 5.4729 2.7155
Si 8.1219 8.164 2.7229
Si 5.5595 10.6317 2.7078
Si 8.1491 13.4571 2.5356
Si 10.8515 -0.0061 2.5191
Si 13.533 2.7985 2.874
Si 12.9163 6.3229 1.4458
Si 13.7645 8.0787 2.7369
Si 10.7632 10.797 2.6282
Si 13.7015 13.5561 2.5968
Si 16.39 -0.0273 2.6402
Si 21.0668 3.7025 1.4317
Si 16.2759 5.5104 2.6803
Si 18.9583 8.0304 2.8117
Si 16.3459 10.8302 2.6767
Si 19.0874 13.5557 2.7461
Si 21.7613 -0.04 2.6577
Si 24.4008 2.7102 2.7301
Si 21.8388 5.5033 2.8227
Si 24.569 8.4824 2.9346
Si 21.7051 10.824 2.9526
Si 24.2476 13.678 2.8901
Si 27.2314 0.2487 2.6383
Si 29.7691 2.8749 2.7555
Si 27.2131 5.4048 2.8349
Si 30.0098 7.8901 2.7221
Si 26.0308 10.4196 2.4642
Si 30.0726 13.8374 3.1144
Si 31.1305 1.3987 4.0073
Si 1.2541 4.0275 4.2058
Si 31.4161 6.7473 4.1476
Si 1.423 9.5723 3.9404
Si 31.3058 12.2067 4.2093
Si 1.3132 15.0828 4.0596
Si 4.124 1.4951 4.2485
Si 6.9069 4.1263 3.8942
Si 4.0994 6.7382 4.2599
Si 6.8551 9.4292 4.219
Si 4.203 12.0945 3.9385
Si 6.7684 14.9533 3.8528
Si 9.5017 1.346 3.9288
Si 12.2263 4.126 4.2363
Si 9.6042 6.7558 3.9
Si 12.2382 9.4591 3.934
Si 9.4884 12.2007 4.0417
Si 12.309 15.0017 3.9059
Si 14.9692 1.3143 4.0032
Si 17.7293 4.1098 3.9661
Si 15.0366 6.8023 4.2091
Si 17.7132 9.5384 4.1241
Si 14.9367 12.1588 4.0427
Si 17.7625 15.004 4.0778
Si 20.428 1.3006 4.1024
Si 23.1832 4.139 4.1568
Si 20.2977 6.6628 4.1769
Si 23.0953 9.5786 4.3603
Si 20.3122 12.2006 4.2201
Si 23.0564 15.0998 4.2405
Si 25.7561 1.3595 4.105
Si 28.5241 4.1292 4.2782
Si 25.8384 6.8604 4.0878
Si 28.5612 9.3549 3.8768
Si 25.6645 12.215 4.0405
Si 28.4569 15.1399 4.1393
Si 29.8685 0.075 5.5036
Si -0.1013 2.6462 5.4759
Si 29.971 5.4713 5.5307
Si 0.0888 8.2149 5.402
Si 29.8371 10.8059 5.3478
Si 0.0994 13.5883 5.4559
Si 2.6755 0.0793 5.4612
Si 5.6053 2.8093 5.4284
Si 2.6755 5.3947 5.5217
Si 5.4748 8.1036 5.5537
Si 2.7797 10.864 5.3736
Si 5.4649 13.5857 5.2954
Si 8.1358 -0.0225 5.2835
Si 10.8339 2.6716 5.411
Si 8.2185 5.4574 5.3265
Si 10.9048 8.1201 5.3404
Si 8.1786 10.8816 5.4738
Si 10.9185 13.615 5.296
Si 13.6016 -0.0093 5.3778
Si 16.3537 2.7123 5.328
Si 13.631 5.4621 5.5286
Si 16.3606 8.1934 5.5134
Si 13.5525 10.8304 5.3761
Si 16.3357 13.5747 5.3622
Si 19.0503 0.0174 5.5021
Si 21.7959 2.707 5.4431
Si 18.9737 5.36 5.5333
Si 21.674 8.1057 5.5021
Si 19.0021 10.8542 5.5693
Si 21.7021 13.6297 5.5017
Si 24.489 0.0298 5.5609
Si 27.1396 2.7066 5.5096
Si 24.5252 5.4842 5.4987
Si 27.226 8.1748 5.44
Si 24.4314 10.9821 5.6253
Si 27.1427 13.5759 5.353
Si 31.2945 14.9644 6.7629
Si 1.3097 1.3572 6.8481
Si 31.2667 4.0588 6.8648
Si 1.3719 6.8334 6.8304
Si 31.2681 9.5122 6.74
Si 1.4393 12.2183 6.7871
Si 4.0852 14.9477 6.699
Si 6.8533 1.335 6.7462
Si 4.1272 4.0644 6.8063
Si 6.8772 6.7474 6.8095
Si 4.0951 9.5193 6.8064
Si 6.7896 12.2645 6.7581
Si 9.5322 14.9658 6.6687
Si 12.237 1.3362 6.7511
Si 9.4942 4.0586 6.7484
Si 12.2296 6.8195 6.806
Si 9.5663 9.4916 6.755
Si 12.2297 12.2433 6.7189
Si 14.9653 14.9395 6.7299
Si 17.6625 1.3897 6.7894
Si 15.0006 4.0397 6.7791
Si 17.6781 6.7952 6.8633
Si 14.9268 9.5288 6.8003
Si 17.632 12.2557 6.8334
Si 20.3719 14.9741 6.8735
Si 23.1275 1.3983 6.876
Si 20.3986 4.0231 6.8293
Si 23.1038 6.7993 6.839
Si 20.3744 9.4888 6.8836
Si 23.0585 12.3161 6.9227
Si 25.8345 14.9092 6.823
Si 28.5193 1.3846 6.8841
Si 25.8399 4.104 6.8674
Si 28.585 6.841 6.8408
Si 25.8585 9.5446 6.8235
Si 28.5328 12.2256 6.7259
Si -0.0225 -0.0211 8.1857
Si 2.7335 2.7135 8.1519
Si 0.0064 5.4515 8.1718
Si 2.7355 8.1763 8.1806
Si 0.0032 10.8827 8.1052
Si 2.7703 13.6 8.1325
Si 5.4434 -0.0109 8.0819
Si 8.1719 2.7003 8.1382
Si 5.4713 5.4286 8.1681
Si 8.2074 8.148 8.1416
Si 5.4502 10.9009 8.1392
Si 8.1799 13.6231 8.0831
Si 10.8711 -0.0205 8.0976
Si 13.6034 2.695 8.1197
Si 10.8649 5.4229 8.1201
Si 13.5834 8.1715 8.1704
Si 10.8954 10.8821 8.114
Si 13.598 13.5889 8.1013
Si 16.2986 -0.0036 8.1205
Si 19.0262 2.7016 8.1942
Si 16.3081 5.4187 8.1787
Si 19.0247 8.1391 8.2356
Si 16.2722 10.8921 8.1753
Si 19.003 13.6033 8.1982
Si 21.7545 0.0161 8.2074
Si 24.4761 2.7521 8.229
Si 21.7504 5.418 8.1849
Si 24.478 8.1759 8.1726
Si 21.7282 10.8806 8.2177
Si 24.4654 13.6335 8.2406
Si 27.1861 -0.0328 8.1892
Si 29.8915 2.7344 8.2267
Si 27.2184 5.465 8.1934
Si 29.9508 8.1866 8.1797
Si 27.2128 10.901 8.1708
Si 29.914 13.5857 8.0981
Si 31.3005 1.3805 20.404
Si 1.3694 4.0718 20.4103
Si 31.2838 6.7965 20.4044
Si 1.3587 9.5409 20.3936
Si 31.3043 12.2727 20.3743
Si 1.3852 -1.3605 20.3722
Si 4.0803 1.3771 20.3825
Si 6.773 4.1183 20.3895
Si 4.0983 6.78 20.4047
Si 6.8254 9.5057 20.4143
Si 4.0499 12.2346 20.3958
Si 6.7688 -1.3468 20.3545
Si 9.4882 1.3607 20.3261
Si 12.2216 4.1122 20.3527
Si 9.5 6.8494 20.4035
Si 12.2491 9.5779 20.461
Si 9.5789 12.2013 20.4079
Si 12.2442 -1.3863 20.3615
Si 14.9848 1.3673 20.3569
Si 17.6794 4.0955 20.3883
Si 14.9625 6.8672 20.4145
Si 17.6759 9.5197 20.3721
Si 14.9399 12.2804 20.4152
Si 17.659 -1.3623 20.4327
Si 20.3618 1.3489 20.4256
Si 23.0832 4.0276 20.3905
Si 20.3974 6.7661 20.4092
Si 23.1151 9.4922 20.4218
Si 20.3966 12.2305 20.4015
Si 23.1128 -1.3611 20.3942
Si 25.8427 1.3306 20.3998
Si 28.5574 4.0881 20.4238
Si 25.829 6.7506 20.4078
Si 28.5911 9.501 20.3615
Si 25.8381 12.214 20.3818
Si 28.585 -1.3657 20.4252
Si 29.9666 0.0133 21.7721
Si 0.007 2.7329 21.7948
Si 29.9325 5.4443 21.7912
Si -0.0001 8.1799 21.7438
Si 29.9441 10.8953 21.6941
Si 0.0413 13.6144 21.751
Si 2.7325 0.0012 21.7319
Si 5.4121 2.7583 21.7535
Si 2.743 5.4144 21.7729
Si 5.4566 8.1393 21.7663
Si 2.6751 10.9069 21.7921
Si 5.4082 13.6177 21.7126
Si 8.1253 0.019 21.6896
Si 10.8375 2.7321 21.6547
Si 8.1197 5.4964 21.7499
Si 10.8471 8.2202 21.7849
Si 8.2334 10.8326 21.7716
Si 10.9765 13.5305 21.7713
Si 13.6047 0.0042 21.6654
Si 16.3406 2.7187 21.7297
Si 13.5806 5.4799 21.7049
Si 16.3262 8.2397 21.7968
Si 13.6069 10.9688 21.843
Si 16.2852 13.6179 21.8055
Si 19.0072 -0.0071 21.8089
Si 21.7236 2.6935 21.7915
Si 19.0168 5.4373 21.7859
Si 21.7697 8.0961 21.7776
Si 19.0383 10.8463 21.7351
Si 21.7441 13.6118 21.7487
Si 24.4668 -0.0121 21.7685
Si 27.2085 2.6833 21.756
Si 24.4346 5.3692 21.7465
Si 27.2514 8.1092 21.7034
Si 24.5011 10.8477 21.7596
Si 27.19 13.5703 21.741
Si -1.2487 -1.3064 23.1147
Si 1.4032 1.3613 23.111
Si -1.3841 4.0638 23.1756
Si 1.3396 6.7774 23.0645
Si -1.3003 9.6227 23.0806
Si 1.3252 12.2789 23.2098
Si 4.0449 -1.3732 23.1154
Si 6.7597 1.3719 23.0734
Si 4.0905 4.0893 23.2081
Si 6.829 6.8544 23.2102
Si 4.0409 9.4813 23.063
Si 6.8263 12.2468 22.9666
Si 9.5368 -1.3849 22.9221
Si 12.2578 1.4089 22.9479
Si 9.4536 4.0568 23.0083
Si 12.2137 6.8308 23.0625
Si 9.5684 9.5462 23.2936
Si 12.3093 12.2758 23.3547
Si 14.8685 -1.3173 23.1312
Si 17.6345 1.3623 23.1694
Si 14.9633 4.1125 23.009
Si 17.6623 6.8352 23.1333
Si 15.0451 9.6918 23.1797
Si 17.7143 12.2345 23.0873
Si 20.4109 -1.3509 23.156
Si 23.0785 1.3151 23.1496
Si 20.3438 4.0405 23.1581
Si 23.0925 6.6919 23.159
Si 20.3719 9.4498 23.0929
Si 23.124 12.2483 23.0653
Si 25.8502 -1.3731 23.1013
Si 28.5973 1.3596 23.1323
Si 25.7805 3.9898 23.0843
Si 28.6157 6.8521 23.1539
Si 25.8782 9.415 23.0507
Si 28.5528 12.1856 23.0614
Si 0.1222 0.0443 24.5619
Si 2.7271 2.6647 24.5469
Si -0.0054 5.4657 24.4735
Si 2.6496 8.1325 24.4285
Si -0.0325 10.9262 24.6137
Si 2.6689 -2.6514 24.565
Si 5.4162 -0.0039 24.4239
Si 8.0866 2.7567 24.4249
Si 5.4464 5.4999 24.5619
Si 8.194 8.1726 24.6775
Si 5.4666 10.8803 24.2582
Si 8.2052 13.5983 24.2792
Si 10.9054 -0.0145 24.1769
Si 13.5727 2.7933 24.3199
Si 10.8073 5.4004 24.3271
Si 13.6111 8.2623 24.3168
Si 10.9178 10.9113 24.7607
Si 13.6795 -2.5978 24.7425
Si 16.1559 0.0773 24.4875
Si 19.0388 2.6475 24.5558
Si 16.2815 5.4356 24.4126
Si 19.016 8.1519 24.5459
Si 16.4332 11.0443 24.6553
Si 19.024 13.6085 24.4481
Si 21.7468 -0.025 24.58
Si 24.4019 2.6676 24.5186
Si 21.6471 5.3971 24.5566
Si 24.5973 7.9884 24.4208
Si 21.7711 10.8313 24.3412
Si 24.4471 13.6226 24.4537
Si 27.2193 -0.0088 24.4424
Si 29.9572 2.6492 24.5835
Si 27.2016 5.353 24.3249
Si 29.9878 8.3646 24.4679
Si 27.2094 10.7609 24.4225
Si 29.964 13.6015 24.2928
Si -1.2619 1.3274 25.9881
Si 1.2634 4.0113 25.8281
Si -1.29 6.9842 25.7675
Si 1.4142 9.5283 25.8893
Si -1.4824 12.3644 25.8748
Si 1.4286 -1.2612 26.0908
Si 4.0896 1.2378 25.907
Si 6.7747 4.0804 25.9129
Si 3.9928 6.8429 25.8627
Si 6.7246 9.6755 25.8318
Si 4.1587 12.2323 25.6337
Si 6.8831 -1.3561 25.6154
Si 9.5644 1.312 25.497
Si 12.1915 4.1069 25.6715
Si 9.5684 6.59 25.8853
Si 12.3728 9.3827 25.963
Si 9.3953 12.392 25.9156
Si 12.0584 -1.2086 25.8348
Si 14.6833 1.4295 25.8365
Si 17.5793 4.0198 25.7748
Si 14.8747 6.8565 25.6494
Si 17.7379 9.5285 25.98
Si 15.7025 12.9941 25.9588
Si 17.3907 -1.4994 25.6935
Si 20.3482 1.2483 26.0101
Si 22.976 3.998 25.8871
Si 20.2667 6.7442 25.9769
Si 23.1728 9.4096 25.574
Si 20.399 12.1405 25.7088
Si 23.1212 -1.3999 25.9399
Si 25.7878 1.2444 25.8153
Si 28.4933 4.0583 25.7676
Si 25.9801 6.6215 25.8275
Si 28.6372 9.6474 25.9749
Si 25.8227 12.1776 25.6557
Si 28.679 -1.367 25.6746
Si 30.3912 -0.5047 27.1082
Si -0.0292 2.7782 27.4451
Si 29.6866 5.7686 26.8363
Si 0.1235 8.1844 27.3248
Si 29.2595 11.7324 27.2217
Si -0.4949 -2.2181 27.1295
Si 2.9713 -0.0618 27.6029
Si 5.4402 2.6292 27.2099
Si 2.6825 5.3159 27.1219
Si 4.8944 8.7362 26.9543
Si 3.2821 10.5129 26.9542
Si 5.7981 13.3356 26.8625
Si 8.5598 -0.3003 26.8603
Si 11.116 2.3945 26.861
Si 8.3515 5.0828 27.3532
Si 11.4268 7.5074 27.0242
Si 7.4774 11.5896 27.0652
Si 10.2302 -2.0384 27.0946
Si 12.7716 0.6386 27.0768
Si 15.9473 2.9309 27.1032
Si 13.242 5.7691 26.9664
Si 16.1674 8.1613 27.1181
Si 14.6256 9.6323 28.123
Si 16.0124 12.5244 28.2667
Si 19.9054 -1.9535 28.2133
Si 21.7541 2.6343 27.4698
Si 18.769 5.3292 27.3144
Si 21.8517 8.1611 27.0385
Si 19.2452 10.828 27.3047
Si 21.7476 -2.9023 27.1169
Si 24.5762 -0.1549 27.3493
Si 27.0894 2.6669 27.1419
Si 24.5081 5.242 27.1435
Si 27.949 7.5727 26.8746
Si 24.4804 10.76 26.9541
Si 27.4697 13.3354 26.8144
Si -1.7368 -3.1269 32.1562
Si 1.951 1.954 28.8167
Si -1.4878 4.5954 28.3686
Si 1.1094 6.3707 28.4647
Si -0.171 9.3785 29.3547
Si 0.1167 12.422 29.723
Si 4.7029 -1.7843 28.5797
Si 7.9039 1.2058 28.5565
Si 3.7091 3.6671 28.4099
Si 7.7766 6.6407 29.081
Si 5.289 8.3961 29.1932
Si 7.1198 10.8526 30.0673
Si 9.8939 -2.593 30.1066
Si 13.3503 0.3263 29.3035
Si 9.4458 3.1008 28.3751
Si 10.2636 8.2792 28.8588
Si 9.83 6.5395 31.1731
Si 9.9524 10.5995 30.639
Si 15.1658 -2.2389 29.8517
Si 17.9569 1.3308 28.8864
Si 14.9048 4.7014 28.3289
Si 16.804 6.2558 28.4152
Si 14.3845 8.9504 30.9975
Si 18.4215 12.5216 28.7343
Si 18.7878 -0.1797 27.2057
Si 23.5872 1.58 28.7968
Si 19.981 3.7779 28.7008
Si 23.327 6.8958 28.3138
Si 21.1253 9.9169 28.4269
Si 22.795 11.6671 28.3204
Si 26.2483 -1.6313 28.3398
Si 28.4311 0.5839 29.0331
Si 25.262 3.3994 28.503
Si 27.5596 7.2989 29.0778
Si 25.3303 9.1078 29.3508
Si 28.9134 11.9862 30.3191
Si -0.1606 1.8815 34.0423
Si -0.1978 -3.6898 37.383
Si 29.3694 2.6826 34.191
Si 5.715 9.401 33.8027
Si 28.4263 10.2455 35.1839
Si 25.5729 3.0741 33.0469
Si 1.678 -2.0813 35.6937
Si 8.1181 -0.8267 35.6155
Si 6.341 -0.3216 33.2193
Si 20.4947 2.3834 38.9735
Si 5.3023 11.5607 38.5004
Si 6.2822 -3.3162 36.3355
Si 11.6878 -0.7164 31.807
Si 10.9847 3.5221 35.7332
Si 7.2467 -1.0356 30.397
Si 14.6932 -3.4233 37.9652
Si 13.6303 8.2827 36.2865
Si 5.142 11.7574 31.8675
Si 14.6697 1.9355 32.5397
Si 20.0883 8.6208 31.0761
Si 17.2535 7.7161 31.0754
Si 11.0328 3.8499 31.0053
Si 18.3343 6.7676 33.8778
Si 14.0272 3.3515 30.0981
Si 12.813 10.5227 38.3111
Si 10.3787 -2.8174 35.4379
Si 4.0528 4.4994 31.3457
Si 17.6809 5.8868 38.2023
Si 19.2945 -3.2903 31.6708
Si 25.7761 6.0179 32.6488
Si 22.1875 -3.2148 31.9186
Si 27.6623 1.3679 31.9099
Si 25.4537 4.9482 36.5304
Si 29.9244 5.5847 33.5555
Si 20.2562 10.2714 36.4903
Si 23.4529 -0.902 33.4729
Si 3.7738 9.9532 36.217
Si 25.9966 -3.1575 30.1321
Si 30.1409 -1.7525 36.2211
Si 3.1276 12.0356 29.7609
Si 0.816 4.9262 38.7303
Si 27.5734 -3.0693 35.1786
Si 0.7199 10.1653 36.1024
Si 11.5448 1.7793 33.2378
Si -1.373 10.6921 33.8931
Si 3.8626 7.1555 32.8555
Si 30.2317 9.3631 31.4227
Si 16.6831 -0.1371 31.4182
Si -0.7341 -0.9915 34.0343
Si 13.0468 -2.6421 33.7221
Si 4.5183 1.4067 38.1562
Si 22.2292 7.2305 39.0063
Si 8.6053 8.7399 35.0718
Si 1.9752 2.5566 31.9348
Si 16.363 2.189 35.2043
Si 18.3586 0.4161 38.5408
Si 17.0712 11.8218 33.1955
Si 22.9606 0.4177 38.7963
Si 22.467 3.6674 32.4287
Si 10.4069 -3.7401 38.1573
Si 19.1256 9.6285 33.8041
Si 19.6505 -1.3518 36.2375
Si 21.3925 5.7643 30.5533
Si 28.3697 9.1893 38.1947
Si 20.7242 -1.3112 30.2526
Si 26.4325 -1.3824 32.7623
Si 29.136 5.215 30.5241
Si 26.8481 2.5265 35.6408
Si -1.5784 3.2518 39.1187
Si 20.6715 5.0469 37.461
Si 24.1387 11.6878 30.27
Si 26.5014 -2.8779 37.9811
Si -0.104 7.4989 37.4087
Si 22.4524 1.0186 31.0261
Si 2.4336 -0.8601 38.3829
Si 2.7733 5.6262 35.3904
Si 23.0692 9.05 36.7085
Si 26.2416 4.8424 30.0102
Si 13.307 5.5767 35.3235
Si 4.1669 7.1485 37.5186
Si 9.2334 5.8089 36.1384
Si 4.4691 3.2146 35.8412
Si 30.8284 4.4227 1.3627
Si 2.3718 8.0656 30.5589
Si -0.0874 3.1017 36.6879
Si 8.619 11.2965 36.3678
Si 7.6132 0.7495 38.2399
Si 6.4039 5.251 37.4353
Si 4.3807 -2.5243 34.1445
Si 10.5915 5.8002 38.7962
Si 4.7462 2.1902 33.0155
Si 10.6393 8.7246 32.9264
Si 9.7349 2.9653 38.6356
Si 18.0937 10.336 38.5529
Si 13.5034 -0.9344 38.8613
Si 12.7759 7.8404 33.4403
Si 16.0356 8.4158 38.0186
Si 17.7172 -0.371 34.349
Si 15.7283 -2.685 35.2331
Si 16.4156 5.0407 35.6458
Si 14.3817 11.9126 31.7474
Si 19.5802 -3.6054 37.866
Si 24.0341 11.9173 37.5086
Si 28.2492 7.879 33.2716
Si 15.4042 1.3422 37.9837
Si 20.9926 5.2933 34.3631
Si 23.6672 6.7046 34.7456
Si 22.7907 -1.6392 36.3947
Si 31.2692 1.3538 9.5425
Si 1.3846 4.0921 9.513
Si 31.2867 6.8044 9.5361
Si 1.3506 9.5335 9.5071
Si 31.2857 12.2413 9.478
Si 1.3766 14.9397 9.499
Si 4.0893 1.3324 9.4849
Si 6.809 4.0486 9.5144
Si 4.1096 6.8077 9.5152
Si 6.8238 9.524 9.4779
Si 4.1042 12.2487 9.5149
Si 6.8157 14.9686 9.4613
Si 9.5411 1.3487 9.4865
Si 12.2416 4.0689 9.4766
Si 9.5351 6.7818 9.5125
Si 12.2342 9.5392 9.5161
Si 9.5209 12.2476 9.4611
Si 12.2349 14.9487 9.4674
Si 14.9462 1.3449 9.5001
Si 17.676 4.078 9.5431
Si 14.9396 6.7909 9.5186
Si 17.6438 9.5267 9.5366
Si 14.9278 12.2551 9.5227
Si 17.6475 14.9772 9.5273
Si 20.3826 1.3558 9.5624
Si 23.1062 4.0915 9.5758
Si 20.4011 6.7798 9.5607
Si 23.1211 9.5276 9.5467
Si 20.3618 12.239 9.5574
Si 23.108 14.9897 9.5819
Si 25.834 1.3496 9.5474
Si 28.5513 4.103 9.5731
Si 25.8368 6.8164 9.538
Si 28.58 9.5457 9.5292
Si 25.8394 12.2398 9.5458
Si 28.5713 14.9334 9.5142
Si 29.916 -0.017 10.8871
Si 0.0134 2.7251 10.8683
Si 29.9273 5.4566 10.9076
Si 0.0103 8.1684 10.8826
Si 29.941 10.8981 10.8805
Si 0.0072 13.5889 10.8573
Si 2.7287 -0.0119 10.859
Si 5.4401 2.6953 10.8624
Si 2.7414 5.4479 10.8723
Si 5.4658 8.1749 10.8594
Si 2.7242 10.8897 10.8606
Si 5.4688 13.6136 10.8522
Si 8.1645 0.0011 10.8433
Si 10.8898 2.7138 10.8523
Si 8.1653 5.4263 10.8664
Si 10.8835 8.1581 10.8661
Si 8.1722 10.8904 10.8407
Si 10.8776 13.598 10.8397
Si 13.5816 -0.0094 10.8544
Si 16.3034 2.7074 10.875
Si 13.5815 5.4279 10.865
Si 16.2975 8.1524 10.8856
Si 13.5855 10.889 10.8854
Si 16.295 13.6097 10.8827
Si 19.0182 -0.0072 10.9032
Si 21.7453 2.72 10.9174
Si 19.0303 5.4319 10.9127
Si 21.7608 8.1587 10.9013
Si 19.0088 10.8755 10.9056
Si 21.7428 13.5971 10.9031
Si 24.4768 0.0149 10.9287
Si 27.1938 2.7157 10.9036
Si 24.4811 5.4553 10.9087
Si 27.2099 8.176 10.8847
Si 24.4809 10.8802 10.9063
Si 27.2073 13.5958 10.894
Si 31.2915 14.9501 12.2306
Si 1.3711 1.3583 12.2207
Si 31.2934 4.0801 12.2398
Si 1.3752 6.8043 12.2322
Si 31.2903 9.5275 12.2425
Si 1.367 12.2389 12.2298
Si 4.0944 14.956 12.2189
Si 6.8082 1.3491 12.222
Si 4.0902 4.0729 12.2222
Si 6.8105 6.8019 12.2204
Si 4.0924 9.528 12.2163
Si 6.8159 12.2452 12.2136
Si 9.5219 14.9603 12.2079
Si 12.2386 1.3591 12.2252
Si 9.5286 4.0703 12.2225
Si 12.2366 6.7965 12.2299
Si 9.519 9.5249 12.213
Si 12.223 12.2501 12.2295
Si 14.938 14.9683 12.2372
Si 17.6617 1.3605 12.2501
Si 14.946 4.0765 12.231
Si 17.6648 6.8029 12.2528
Si 14.9459 9.5214 12.24
Si 17.6566 12.2479 12.2485
Si 20.3848 14.9549 12.2595
Si 23.1116 1.3676 12.2772
Si 20.3879 4.0779 12.2728
Si 23.1184 6.8061 12.267
Si 20.3866 9.5174 12.2525
Si 23.1112 12.2384 12.2579
Si 25.8441 14.9555 12.2583
Si 28.56 1.3499 12.2487
Si 25.8364 4.0806 12.2595
Si 28.5613 6.8143 12.2566
Si 25.8464 9.5202 12.2565
Si 28.5714 12.2416 12.2496
Si 0.0083 0.001 13.5834
Si 2.7233 2.722 13.5841
Si 0.0105 5.4455 13.5937
Si 2.7365 8.1666 13.5831
Si 0.014 10.8823 13.6005
Si 2.7338 13.5983 13.5848
Si 5.446 -0.0051 13.585
Si 8.1639 2.7143 13.5826
Si 5.4456 5.4432 13.5773
Si 8.1636 8.1678 13.5808
Si 5.4513 10.889 13.5768
Si 8.1679 13.6042 13.5791
Si 10.8738 0.0016 13.5809
Si 13.5899 2.723 13.5967
Si 10.8779 5.437 13.5887
Si 13.5922 8.1568 13.5943
Si 10.8701 10.8823 13.5835
Si 13.5849 13.6044 13.5934
Si 16.3018 0.0023 13.6045
Si 19.0245 2.7127 13.6156
Si 16.3019 5.438 13.6007
Si 19.0281 8.1601 13.6142
Si 16.3074 10.8789 13.6018
Si 19.0257 13.595 13.6126
Si 21.7521 -0.0085 13.6172
Si 24.4779 2.726 13.6255
Si 21.7548 5.4418 13.6197
Si 24.4838 8.1615 13.6185
Si 21.7489 10.8761 13.6146
Si 24.4772 13.5946 13.6143
Si 27.201 -0.0031 13.6152
Si 29.9273 2.7174 13.5944
Si 27.2044 5.4402 13.6109
Si 29.9285 8.1706 13.6085
Si 27.2087 10.8804 13.6094
Si 29.9303 13.6031 13.6037
Si 31.2881 1.3603 14.9509
Si 1.3653 4.0829 14.9511
Si 31.2908 6.8022 14.9597
Si 1.3794 9.5195 14.9526
Si 31.2886 12.2404 14.9579
Si 1.3677 -1.36 14.9391
Si 4.082 1.3595 14.9372
Si 6.8023 4.0833 14.9343
Si 4.0867 6.802 14.9439
Si 6.8046 9.5276 14.9441
Si 4.0958 12.2408 14.9502
Si 6.8062 -1.3623 14.9463
Si 9.5205 1.3602 14.9518
Si 12.2347 4.0877 14.9624
Si 9.5215 6.807 14.9401
Si 12.2328 9.5245 14.9417
Si 9.5146 12.2404 14.9463
Si 12.2295 -1.3539 14.9509
Si 14.9501 1.3707 14.9619
Si 17.664 4.0803 14.9616
Si 14.951 6.8063 14.9637
Si 17.6687 9.5251 14.9699
Si 14.9503 12.2448 14.9495
Si 17.6698 -1.3566 14.9607
Si 20.3919 1.3527 14.9684
Si 23.1157 4.0828 14.9784
Si 20.3914 6.801 14.9731
Si 23.1161 9.5174 14.9721
Si 20.3865 12.2352 14.9745
Si 23.1138 -1.3702 14.9762
Si 25.838 1.3537 14.9744
Si 28.5677 4.0726 14.9621
Si 25.8406 6.7936 14.9724
Si 28.5649 9.521 14.9714
Si 25.8421 12.234 14.969
Si 28.5687 -1.3588 14.9678
Si 29.9267 0.0112 16.32
Si 0.003 2.724 16.3125
Si 29.9298 5.4352 16.3175
Si 0.0197 8.1602 16.315
Si 29.9304 10.8817 16.3213
Si 0.0076 13.6079 16.3075
Si 2.7215 0.0015 16.2978
Si 5.4339 2.7284 16.2903
Si 2.7207 5.4494 16.308
Si 5.4418 8.168 16.3018
Si 2.7392 10.8781 16.3137
Si 5.4571 13.5969 16.3168
Si 8.1575 0.0008 16.3104
Si 10.8727 2.7261 16.3196
Si 8.1565 5.4489 16.2924
Si 10.8778 8.1682 16.3036
Si 8.1589 10.8856 16.316
Si 10.8736 13.5979 16.3051
Si 13.5918 0.0057 16.3111
Si 16.3088 2.7294 16.3288
Si 13.588 5.4584 16.3279
Si 16.3089 8.167 16.3294
Si 13.5954 10.8812 16.3
Si 16.3153 13.5977 16.311
Si 19.0342 -0.005 16.3251
Si 21.7554 2.7115 16.3229
Si 19.0269 5.4351 16.3202
Si 21.7587 8.1539 16.333
Si 19.029 10.8772 16.3387
Si 21.7471 13.5928 16.3365
Si 24.4778 -0.0117 16.3328
Si 27.206 2.711 16.3267
Si 24.4797 5.4356 16.3361
Si 27.2026 8.1534 16.3253
Si 24.4807 10.8722 16.3297
Si 27.206 13.5959 16.3215
Si 31.2905 -1.3469 17.6701
Si 1.3626 1.3581 17.6634
Si 31.2912 4.0847 17.6854
Si 1.3749 6.8072 17.6886
Si 31.2952 9.5174 17.6686
Si 1.3683 12.2421 17.6557
Si 4.0836 -1.3547 17.6532
Si 6.7936 1.3802 17.6506
Si 4.0718 4.0793 17.658
Si 6.7974 6.8044 17.6535
Si 4.0955 9.5187 17.6859
Si 6.8071 12.2355 17.6973
Si 9.5061 -1.377 17.6675
Si 12.2329 1.3583 17.6758
Si 9.5106 4.1063 17.6658
Si 12.2359 6.8366 17.688
Si 9.5259 9.5238 17.6676
Si 12.2446 12.2405 17.6555
Si 14.9652 -1.3521 17.6595
Si 17.6806 1.3641 17.6755
Si 14.9528 4.1029 17.6845
Si 17.6742 6.8006 17.6794
Si 14.946 9.539 17.6823
Si 17.663 12.2442 17.6907
Si 20.382 -1.3673 17.6978
Si 23.1069 1.3446 17.6853
Si 20.3891 4.0691 17.6717
Si 23.1164 6.7895 17.6965
Si 20.398 9.5132 17.6915
Si 23.1154 12.2283 17.6868
Si 25.8474 -1.3715 17.6881
Si 28.5693 1.3622 17.6962
Si 25.8361 4.06 17.6843
Si 28.5589 6.7834 17.6762
Si 25.8391 9.5051 17.6873
Si 28.5704 12.2416 17.6801
Si 0.0077 0.0081 19.0368
Si 2.7125 2.7208 19.0242
Si 0.017 5.4428 19.0498
Si 2.7365 8.1663 19.0577
Si 0.0083 10.8908 19.0212
Si 2.7293 13.599 19.0091
Si 5.4306 0.023 19.0021
Si 8.1336 2.7546 19.0145
Si 5.4288 5.4463 19.0039
Si 8.15 8.1682 19.0123
Si 5.4469 10.8749 19.0646
Si 8.178 13.5834 19.066
Si 10.8665 -0.0214 19.0155
Si 13.5941 2.7308 19.025
Si 10.8579 5.4835 19.0281
Si 13.5862 8.208 19.0655
Si 10.907 10.8736 19.0207
Si 13.6076 13.6043 19.0023
Si 16.3341 -0.0069 19.0241
Si 19.0349 2.721 19.0417
Si 16.3066 5.4709 19.0551
Si 19.0429 8.142 19.044
Si 16.2955 10.8964 19.0542
Si 19.0192 13.595 19.0622
Si 21.7369 0.0007 19.0542
Si 24.4762 2.6919 19.0422
Si 21.7465 5.4137 19.0363
Si 24.483 8.142 19.0583
Si 21.7635 10.8652 19.0545
Si 24.475 13.5896 19.0406
Si 27.2164 -0.0198 19.0505
Si 29.9273 2.7349 19.055
Si 27.1966 5.418 19.0381
Si 29.9393 8.1395 19.0135
Si 27.2127 10.8682 19.0277
Si 29.9302 13.6174 19.0285
O 31.1452 14.8689 2.4396
O 29.2885 12.975 1.9912
O 0.1512 0.0815 1.2775
O -0.3041 -3.4791 38.9777
O 31.9084 10.1336 1.5249
O -0.9503 6.8447 36.2026
O 4.0457 7.4058 39.1077
O 1.9975 14.227 0.9358
O 3.9749 15.3642 2.1371
O 7.3552 2.1011 1.4272
O 26.6939 -2.4601 36.4161
O 24.822 3.9519 37.6425
O 28.4133 11.711 0.0025
O 3.3607 12.8662 2.7501
O 27.6011 9.9783 2.6625
O 13.4102 10.0492 27.0987
O 15.3605 11.019 28.6149
O 29.8352 -0.1281 28.6301
O 27.3247 12.1826 30.1386
O 29.5894 11.9301 28.8354
O -0.1694 -2.7311 28.6544
O -1.4389 -1.6556 32.7395
O 6.3876 1.7595 28.2542
O 8.6454 7.9822 28.6584
O 6.2277 7.0587 29.3523
O 3.0836 11.0359 28.498
O 7.7496 11.3358 28.661
O 8.378 10.3437 30.9475
O 10.6143 -2.2897 28.6821
O 10.4052 9.85 29.2593
O 16.2987 -1.6253 30.8693
O 16.6217 2.0434 28.3214
O 14.023 8.7964 29.4122
O 19.047 2.5102 29.1743
O 27.247 -0.5037 29.0098
O 28.2024 1.7629 27.957
O 26.7681 8.5174 29.8284
O 25.5116 9.858 27.9133
O 28.6892 2.183 32.827
O 27.058 -2.4283 33.8067
O 30.1953 4.3281 29.6724
O 7.8671 0.4266 30.0059
O -1.3512 9.7897 32.5619
O 29.3479 4.283 34.2906
O 28.4143 1.2327 30.4973
O 5.8459 -1.1757 29.5806
O 10.8039 9.9363 31.8447
O -0.7651 4.6793 39.117
O 9.5758 12.0874 35.3019
O 8.339 0.1026 36.9238
O -0.2382 5.5277 28.8674
O 3.8476 -2.8757 29.4277
O 12.0998 5.3513 39.2406
O 13.4197 8.6819 34.7122
O 12.8794 1.3261 0.2449
O 1.8061 6.6966 29.9061
O 1.2055 -3.2666 36.6933
O 8.4161 6.1303 30.4983
O 13.9706 1.8087 29.5614
O 18.5404 8.5694 30.5845
O 17.555 0.6265 30.2911
O 18.7534 12.2416 30.3497
O 12.8 9.2266 37.3148
O 13.9136 10.4536 31.3089
O 22.74 -2.3191 33.135
O 23.7373 8.0908 35.5833
O 23.9865 3.2603 32.809
O 15.9745 8.6971 31.1761
O 22.9093 0.2252 32.4047
O 6.5101 5.0392 39.0437
O 4.3211 4.3687 29.7669
O 1.2102 -0.1533 39.1908
O 10.6087 2.9832 37.2361
O 16.8149 2.9295 0.9846
O 20.0482 9.5344 0.3888
O 5.0188 -3.3387 35.3673
O 3.1859 1.7746 32.7203
O 26.5451 6.0303 28.9395
O 19.2236 5.6311 37.8496
O 1.674 1.8692 30.4702
O 13.4791 12.2898 33.0242
O 13.1472 6.7416 36.447
O 18.9745 1.924 38.5959
O 27.2274 14.0127 0.686
O 22.047 -2.2246 30.6222
O 16.5749 9.9322 38.1595
O 9.8443 4.5919 35.239
O 14.2359 -2.2805 34.7473
O 26.1112 -2.172 31.4101
O -1.225 2.5081 37.6964
O 23.2955 11.8051 38.9625
O 28.4256 9.7823 36.7167
O 2.5181 4.065 31.6677
O 22.1366 6.4385 34.3073
O 12.5091 3.8747 30.3598
O 27.7775 9.1338 34.184
O 28.8436 6.6925 29.8841
O 25.6382 12.0677 37.823
O 3.841 8.3216 29.9186
O 19.2189 -0.2718 37.3537
O 19.7679 10.5417 34.9676
O 20.9587 3.5465 37.9641
O -1.5642 12.2315 33.4443
O 15.4299 2.014 36.5175
O -0.2077 11.0407 37.1137
O 25.7185 10.9583 0.9585
O 17.5688 -0.2372 32.7586
O 10.816 -2.7013 36.9907
O 8.9618 11.9127 37.8263
O 16.6443 -1.4083 34.9408
O 2.5939 7.9088 32.1595
O -1.4166 -2.8234 36.7752
O 6.5288 10.7135 39.1112
O 8.3219 -2.1919 29.9885
O 17.4847 1.0481 35.0847
O 3.6894 8.4567 36.7597
O 21.836 6.0017 38.0354
O 28.2183 7.571 38.1408
O 4.5634 10.7893 37.3215
O 3.7475 0.0541 38.5451
O 4.603 -3.3454 32.7738
O 26.2619 2.235 31.8193
O 29.4818 -3.1921 31.3489
O 8.7242 9.6869 36.3884
O 32.0622 7.8909 0.0587
O 14.7761 3.2241 31.5497
O -1.4884 8.8606 30.1817
O 1.1148 3.7538 37.5957
O 14.4022 -0.92 29.2784
O 28.4065 2.1441 35.3978
O 25.6007 -2.0135 39.0334
O 18.9221 -2.7161 36.6901
O 18.1198 0.8572 0.0663
O 16.3202 12.3049 34.532
O 19.6271 5.8121 33.6628
O 22.3688 5.0723 31.6371
O 14.6528 3.9342 0.0185
O 7.1401 -2.0025 36.1012
O 2.2918 10.544 35.9487
O 20.652 11.6795 37.2057
O 20.7289 12.4475 32.1858
O 13.1406 1.7109 32.993
O 6.7837 16.1122 0.3519
O 21.1531 0.2393 30.4218
O -1.1306 5.7959 33.8071
O 20.3189 4.6543 30.0509
O 20.1079 9.3337 32.5369
O 27.3937 -0.1134 32.5044
O 10.9991 0.3043 32.8648
O 6.9537 6.7353 0.0663
O 29.7533 5.4251 31.9751
O 5.5532 4.0956 36.6742
O 25.9179 2.1829 34.3515
O 2.7315 -2.2924 39.0955
O 20.9145 9.5014 30.0105
O 3.897 2.0727 36.8271
O 29.206 8.3025 32.0446
O 27.0062 7.0565 32.6465
O 21.1981 -1.7534 36.2415
O 27.9915 -2.7201 38.6663
O 23.0878 8.2964 38.1456
O 11.6543 -2.8461 34.4813
O 22.3134 6.1125 29.2988
O 23.819 10.4924 36.7469
O -1.7344 2.2171 34.1606
O -0.0345 0.3632 33.5537
O 10.8945 2.7955 32.1905
O 24.236 5.4296 35.5824
O 0.4473 2.0758 35.5525
O 15.9703 11.8139 32.0227
O 20.6887 7.1062 31.1336
O 21.91 2.4675 31.5089
O 6.0824 9.6443 29.8507
O 17.3407 7.4664 38.1375
O 3.8598 11.2878 30.9947
O 26.6772 4.1172 35.8761
O 3.4973 6.5867 34.3164
O 12.7441 11.4191 0.2654
O 6.9977 -1.1492 31.9914
O 2.8566 -2.3416 34.6242
O 24.771 10.1774 30.4214
O 14.1518 -3.2377 30.6467
O 12.8697 -1.4903 32.6009
O 7.8836 5.2642 36.8205
O 24.5709 6.7694 33.4088
O 12.8426 6.2621 33.9093
O 15.3004 0.6393 31.7874
O 23.4829 -3.1126 36.6475
O 9.9504 3.5221 29.8692
O 4.3275 5.9896 31.8467
O 29.1151 6.8454 34.1634
O -0.6677 12.7189 31.0742
O 14.2621 0.2092 38.0248
O 5.6918 6.6938 37.1751
O -0.8201 4.2912 35.8912
O 19.2007 -0.8676 34.7661
O 9.8195 9.3182 34.1796
O 19.5699 -1.7222 31.3379
O 15.1347 2.4626 39.1275
O 10.6708 5.2726 31.6602
O 27.0397 9.784 38.8981
O 18.2208 -3.4145 32.8518
O 5.753 1.0223 32.564
O 6.0593 1.0187 37.8951
O 20.6811 4.9737 35.8818
O 26.1831 4.567 33.2711
O 27.4189 5.2654 39.1433
O 14.8575 5.1136 35.2316
O 14.0262 11.4508 37.7438
O 28.7172 6.7779 0.1136
O 23.4133 12.1231 0.2756
O 0.6457 12.2562 1.7752
O 18.7844 8.1992 34.4726
O 5.0555 3.5044 32.1328
O 10.7464 7.3387 30.0955
O 5.1261 8.1291 33.0147
O 10.4057 6.119 37.2235
O 21.5109 9.2832 36.3648
O 9.5842 4.5416 39.099
O 13.4837 -2.3236 38.0355
O 15.218 8.3173 36.6333
O 11.431 11.3438 38.1779
O 12.2867 0.0588 30.5091
O 10.1676 12.1837 30.4856
O 0.6734 2.6878 32.9025
O 20.3034 -2.7816 39.0698
O 9.4828 -1.5161 35.092
O 23.2492 -0.7906 35.0817
O 21.4705 1.0808 38.8605
O 29.3941 -0.9104 37.3903
O 5.108 2.4656 34.5662
O 17.7607 10.365 33.316
O 8.2982 2.2328 38.3871
O 17.0771 3.6263 35.2472
O 26.2054 1.7691 36.9148
O 7.1506 8.9765 34.4072
O -1.8218 -0.7002 35.201
O 24.8676 14.5633 1.6283
O 29.2704 10.5795 30.9974
O 5.1062 -1.1057 33.9179
O 4.638 9.9205 34.8736
O 15.7009 -3.0201 36.7981
O 15.4664 2.1847 33.8877
O 0.2929 2.4626 0.3057
O 0.8854 6.4092 38.0822
O 11.005 13.4687 0.8223
O 23.2622 11.9506 31.6213
O 25.3463 5.6041 31.1415
O 0.7405 8.6825 36.7273
O 17.5808 7.0031 32.4761
O 10.5519 -1.7269 31.2915
O 1.2024 5.7584 35.0959
O 3.2666 4.1006 35.2103
O 1.2307 9.1765 30.2108
O 3.2076 5.993 36.9103
O 27.712 4.4339 30.6145
O 16.5935 5.1841 37.2426
O 25.0392 -0.8427 33.3198
O 24.2578 7.9112 29.1962
O 29.9889 10.373 34.812
O 16.7964 0.5605 38.1888
O 8.872 7.1722 35.3594
O 5.844 -3.3567 37.8913
O -1.0943 7.9876 38.5463
O 5.8381 10.6176 32.76
O 9.6217 7.5539 32.3993
O 0.427 -1.8599 34.712
O 7.0991 11.6575 35.9872
O 15.0256 8.0382 39.2249
O 19.093 9.6512 37.4437
O 21.5349 3.9022 33.7234
O 16.9944 6.5352 30.0187
O 7.4453 -0.0375 34.3734
O 17.272 6.1782 34.9167
O 26.1445 6.2833 37.0774
O 1.6428 12.4144 30.1881
O 29.6465 9.575 39.1021
O 0.008 10.3545 34.6585
O 13.6249 7.9723 32.0431
O 18.2921 11.9348 38.4389
O 2.0937 -0.9429 36.7905
O 6.3262 12.0872 30.7866
O 23.0718 -0.7518 37.7008
O 29.0985 -2.6353 35.3886
O 1.9968 1.6287 2.1153
O -0.2904 10.981 29.1012
O 23.946 1.6022 38.3256
O 27.5788 11.6284 35.0632
O 12.4165 4.2909 35.7079
O 11.1183 2.2514 34.728

Results
total energy: -219602.400 eV
total energy less fixed offsets of O -438.35, Si -107.03 eV per atom: -6.980 eV

Forces (eV/angstrom), in the order of the atoms: element, x, y, z
Si -0.0415 0.0902 0.0181
Si -0.0587 -0.0508 0.0156
Si -0.4578 0.4565 0.4411
Si 0.0026 -0.0576 -0.0486
Si -0.1827 -0.295 0.5546
Si 0.0493 -0.0076 0.1241
Si 0.1021 0.0229 -0.0097
Si -0.442 -0.0554 0.4853
Si -0.1191 0.2036 0.5636
Si -0.2634 0.2171 0.5819
Si 0.034 -0.0656 0.0179
Si 0.287 -0.0732 0.5701
Si -0.1112 0.2233 0.7989
Si -0.367 0.2049 0.449
Si -0.025 -0.0249 -0.0228
Si -0.007 -0.0059 0.0386
Si -0.0577 0.225 0.5748
Si 0.0962 -0.0277 0.6696
Si -0.0169 0.017 -0.0104
Si 0.1429 -0.1202 0.6709
Si -0.0732 0.1889 0.493
Si -0.2049 0.2035 0.5841
Si 0.2104 -0.1696 0.4823
Si -0.0926 0.1634 0.496
Si 0.0187 -0.0475 0.0192
Si -0.069 0.1732 0.4706
Si 0.0001 0.0087 -0.0272
Si 0.0698 0.0319 0.1009
Si 0.3192 -0.2071 0.4754
Si -0.2898 0.185 0.4254
Si 0.2402 0.4052 0.4023
Si -0.0482 0.0104 0.5427
Si -0.092 0.025 -0.0807
Si 0.058 -0.4517 0.5862
Si 0.0206 0.0389 -0.0341
Si 0.0838 -0.0451 0.1041
Si 0.1748 0.2869 0.7074
Si 0.357 0.4964 0.291
Si -0.0421 0.008 -0.0136
Si 0.0426 0.0398 -0.0219
Si 0.069 -0.1488 0.7651
Si -0.3796 0.0604 0.5281
Si 0.4326 0.2994 0.2551
Si 0.4235 0.3377 0.4184
Si 0.0188 -0.024 -0.0681
Si 0.0277 -0.0078 -0.0718
Si -0.0437 0.0356 -0.0544
Si -0.0345 -0.0103 -0.0228
Si 0.0361 -0.0497 0.0191
Si -0.0341 -0.0036 0.0255
Si -0.0005 -0.0132 -0.0022
Si 0.0638 0.0821 -0.0018
Si -0.0321 -0.0442 -0.0317
Si -0.0429 0.0158 0.0129
Si -0.045 -0.0037 -0.0226
Si 0.0057 -0.0024 -0.0377
Si 0.013 -0.0143 -0.0774
Si -0.0659 -0.0716 -0.011
Si -0.0232 -0.0356 0.02
Si -0.0171 0.0242 0.0006
Si -0.0503 -0.0355 0.0325
Si -0.0632 0.0307 -0.0186
Si -0.0132 0.0859 0.0201
Si -0.0067 0.0789 -0.1187
Si 0.0142 -0.0944 -0.0262
Si -0.1198 -0.3041 0.4944
Si 0.0331 0.054 -0.0314
Si -0.0333 0.0013 -0.0995
Si 0.023 0.0204 -0.0883
Si 0.0254 0.0552 -0.0595
Si -0.4825 -0.1073 0.5939
Si -0.0663 -0.002 0.6992
Si 0.0207 -0.0143 -0.0058
Si 0.0241 0.0322 -0.0322
Si 0.0288 -0.0478 0.0053
Si -0.0511 0.0343 -0.0168
Si 0.0585 0.0267 0.0139
Si 0.0179 -0.0475 -0.034
Si -0.0352 -0.015 -0.0258
Si -0.0054 -0.0145 -0.0171
Si -0.0116 -0.0173 0.0009
Si -0.0016 -0.0084 -0.0171
Si 0.294 -0.2393 0.4215
Si 0.0388 0.0557 -0.0017
Si 0.0279 0.0608 -0.0556
Si -0.024 0.0299 -0.0174
Si -0.0293 -0.012 -0.0057
Si 0.0443 0.0501 -0.013
Si -0.0403 -0.0396 -0.0015
Si -0.0366 -0.0349 -0.0485
Si 0.0225 -0.0352 0.0001
Si -0.0044 0.0171 0.0128
Si -0.0508 -0.031 -0.0117
Si -0.0104 0.0123 -0.0446
Si 0.009 0.005 -0.0276
Si 0.0053 0.0065 -0.0248
Si 0.0238 -0.0259 -0.0283
Si 0.0178 -0.0638 -0.0133
Si 0.0133 -0.0011 -0.0418
Si 0.0245 0.0079 0.0091
Si 0.0001 0.0392 -0.0024
Si 0.0161 0.0349 -0.058
Si 0.0271 0.0019 -0.0309
Si 0.0211 0.0039 0.0207
Si -0.0221 0.0357 0.053
Si 0.2922 -0.1624 0.3577
Si 0.0032 -0.0577 -0.09
Si -0.0057 -0.023 -0.0048
Si 0.0135 0.0024 0.0415
Si -0.0142 -0.0447 0.017
Si -0.0243 0.0433 -0.0223
Si 0.0054 0.0351 -0.0294
Si -0.0184 -0.0359 0.0022
Si -0.03 0.0314 0.0142
Si 0.0199 -0.0159 0.0418
Si -0.0113 0.0102 0.0053
Si 0.0222 0.025 0.004
Si 0.0188 0.0162 0.0151
Si -0.0154 0.024 -0.0149
Si -0.0437 0.0057 -0.0066
Si -0.0557 0.0176 -0.0108
Si 0.0009 0.0003 -0.015
Si -0.0175 -0.0025 0.0289
Si 0.0062 0.0041 -0.0139
Si 0.0032 0.0155 0.032
Si 0.0155 0.0116 -0.0275
Si -0.0143 0.0008 0.0048
Si -0.0105 0.0243 0.0093
Si 0.0145 -0.0068 0.007
Si 0.0307 -0.0038 -0.0075
Si 0.0037 -0.0292 0.0343
Si 0.005 0.0088 -0.0563
Si -0.0154 0.0169 0.0206
Si -0.0156 -0.0239 -0.027
Si -0.0184 -0.0342 0.0116
Si -0.004 -0.0171 -0.0503
Si 0.0168 -0.0459 0.0194
Si -0.0066 -0.0169 -0.0093
Si 0.0186 -0.0113 0.0265
Si -0.0183 -0.0207 -0.0245
Si 0.0258 -0.0063 -0.0076
Si 0.0486 0.0122 0.0197
Si -0.009 0.0402 -0.0104
Si 0.0091 -0.0144 0.0186
Si 0.021 -0.0166 -0.0073
Si -0.0101 0.0034 0.0317
Si 0.006 -0.0063 -0.0129
Si -0.0003 0.0221 0.0001
Si -0.0221 -0.0332 -0.0177
Si 0.003 -0.0166 0.0015
Si -0.0007 -0.0018 -0.0246
Si 0.0048 0.0037 0.017
Si 0.0153 0.0152 -0.0367
Si 0.0291 -0.019 0.0064
Si -0.0305 0.0226 0.0077
Si 0.0005 -0.0078 0.0016
Si 0.0062 -0.0134 -0.0289
Si 0.0012 0.0204 0.0076
Si 0.0035 0.0141 0.0021
Si -0.002 0.0216 0.0144
Si 0.0004 -0.0324 -0.0037
Si -0.0025 -0.0182 -0.0036
Si 0.0085 0.0074 0.0012
Si -0.0026 -0.0008 0.001
Si 0.0287 0.004 -0.0212
Si -0.0164 -0.0047 0.0165
Si -0.0205 0.0093 0.0046
Si -0.0185 0.0283 0.0025
Si 0.0319 0.0066 0.0022
Si -0.0164 0.0342 0.0075
Si -0.0036 0.0009 0.0055
Si -0.0061 -0.021 -0.0035
Si -0.0108 -0.0276 0.0112
Si -0.0236 0.0177 -0.0037
Si -0.0043 -0.0328 -0.0244
Si 0.0247 0.0131 0.0024
Si 0.0007 0.0044 0.0302
Si -0.0209 -0.0216 -0.0094
Si 0.0176 0.0126 -0.0045
Si 0.0255 0.0225 -0.0039
Si -0.0124 0.0073 0.0026
Si -0.0004 -0.0055 -0.0086
Si 0.009 -0.0027 0.003
Si 0.0197 -0.0055 0.0163
Si -0.0081 -0.004 -0.0025
Si -0.0085 0.0087 0.0055
Si -0.0007 -0.0021 -0.0077
Si -0.0118 0.0098 -0.0017
Si -0.0047 0.0103 -0.0033
Si 0.0114 -0.0002 0.0169
Si 0.0048 -0.0012 0.0017
Si -0.0194 0.0059 -0.0035
Si 0.0009 0.0087 -0.0097
Si -0.0085 0.0019 -0.0056
Si 0.006 -0.0142 0.0009
Si -0.0044 -0.0079 0.0077
Si 0.0001 0.0061 -0.0044
Si 0.0013 -0.0061 -0.0094
Si 0.0116 -0.0008 -0.0045
Si 0.0086 -0.0049 0.008
Si -0.004 0.0057 0.0037
Si 0.0124 -0.0031 -0.0026
Si 0.0039 -0.0194 0.0044
Si 0.0061 -0.0189 0.0036
Si 0.0131 -0.0071 -0.0013
Si -0.0009 0.006 0.0045
Si 0.0028 -0.0201 -0.0147
Si -0.0062 0.0202 -0.0097
Si -0.0032 0.0039 -0.0038
Si -0.0174 0.0091 0.0054
Si 0.0049 -0.023 -0.0044
Si -0.0114 0.0198 0.0132
Si 0.0152 -0.0059 -0.0013
Si 0.0061 0.0028 -0.0015
Si -0.0159 0.0067 0.0008
Si 0.0145 -0.0011 0.0013
Si -0.0158 0.0005 0.0074
Si -0.0015 0.0104 0.0031
Si -0.0056 0.0007 0.0032
Si 0.0094 -0.0139 -0.0036
Si -0.0159 0.0221 -0.0068
Si 0.0103 -0.0134 -0.0052
Si -0.0023 0.015 0.0051
Si -0.0051 0.0003 0.0018
Si 0.0115 -0.0144 -0.0096
Si -0.0022 -0.0145 -0.0043
Si -0.0008 -0.0059 -0.0075
Si -0.0128 0.011 -0.0164
Si 0.0065 -0.0078 -0.023
Si 0.0076 0.0007 -0.013
Si 0.0013 0 0.0049
Si -0.0027 -0.0102 0.002
Si 0.0145 -0.0181 -0.0019
Si -0.0113 0.0043 -0.0017
Si 0.0258 -0.0228 0.0007
Si -0.0017 0.0193 -0.0073
Si -0.0064 0.0059 0.0081
Si -0.0025 -0.0023 0.0008
Si -0.013 -0.0003 -0.007
Si 0.0237 -0.0115 -0.0149
Si -0.0096 0.0128 0.0069
Si 0.0092 -0.0106 -0.0141
Si 0.0089 -0.0236 0.0056
Si -0.0029 -0.0037 -0.0002
Si -0.0065 0.0036 -0.0042
Si -0.0079 -0.0049 -0.0039
Si 0.0001 0.0031 0.0032
Si -0.0324 0.0239 0.0052
Si -0.0036 0.0039 0.0085
Si -0.0051 -0.0053 -0.0073
Si 0.013 -0.0041 -0.0058
Si 0.0167 -0.006 -0.0063
Si -0.0186 -0.0341 -0.0003
Si -0.0012 -0.0094 0.0086
Si 0.0171 0.0179 0.012
Si -0.0157 0.0152 -0.0246
Si 0.0213 0.002 -0.0076
Si -0.0132 -0.0012 -0.0107
Si -0.0118 -0.0117 0.0114
Si -0.0051 0.0005 0.014
Si 0.0257 0.0107 0.0026
Si 0.0158 -0.0135 -0.0018
Si -0.0118 0.0136 0.0129
Si -0.0104 0.0228 -0.0196
Si -0.0184 0.0112 -0.0082
Si -0.0156 0.0137 -0.0233
Si -0.0202 0.0132 -0.0073
Si -0.0212 0.0073 0.0082
Si 0.0261 -0.0169 0.0164
Si 0.0455 0.0313 0.0183
Si -0.0159 0.0074 -0.0104
Si -0.0075 0.0076 0
Si -0.0261 -0.0034 -0.0102
Si 0.0126 0.0008 0.0237
Si -0.0206 -0.0008 -0.0017
Si -0.0287 0.0028 0.0348
Si -0.0069 -0.0045 -0.0021
Si 0.0177 0.0106 -0.0075
Si -0.0063 -0.02 0.0101
Si -0.0012 0.0133 0.0016
Si 0.0572 0.0224 -0.0006
Si 0.0101 -0.0031 -0.0161
Si 0.0083 0.0064 0.001
Si 0.0032 0.0044 0.0059
Si -0.0103 -0.0095 -0.0091
Si 0.0079 -0.0026 -0.0109
Si 0.0122 0.0157 -0.0024
Si 0.0049 0.0007 -0.0201
Si 0.0249 0.0081 -0.0182
Si 0.0252 0.0121 -0.0231
Si -0.0269 0.0309 0.0349
Si -0.0184 -0.0201 -0.0233
Si 0.0504 -0.0224 0.0043
Si 0.0079 -0.004 -0.0324
Si -0.0066 -0.0273 0.0226
Si 0.0034 0.0343 -0.0224
Si -0.0218 -0.0218 -0.009
Si 0.0033 0.016 0.005
Si -0.0124 -0.0204 -0.0261
Si 0.0164 -0.0002 -0.0336
Si -0.041 -0.0042 -0.0485
Si 0.0234 0.0121 0.0331
Si -0.0145 -0.029 0.0134
Si -0.025 -0.032 0.0218
Si 0.0206 -0.0195 0.0008
Si -0.0085 -0.0169 0.024
Si 0.0289 0.0062 -0.0236
Si 0.0237 0.0058 -0.012
Si 0.0128 0.0124 -0.0157
Si 0.0332 -0.0158 -0.0014
Si 0.0343 0.0375 -0.0019
Si 0.0008 -0.0351 -0.0019
Si 0.0357 0.0242 -0.0529
Si -0.0215 0.0008 -0.0037
Si -0.012 0.0054 0.0021
Si 0.0237 -0.0363 0.0096
Si 0.0086 -0.0238 -0.0116
Si -0.0128 0.0336 0.0047
Si -0.0152 -0.0369 0.017
Si 0.0125 0.0267 -0.0009
Si -0.0183 -0.0153 0.0056
Si -0.0159 0.0078 0.0411
Si -0.0465 0.0106 -0.001
Si -0.0014 -0.0059 0.0507
Si -0.0241 -0.0379 0.0302
Si -0.0486 0.0118 0.0024
Si -0.0085 0.0392 0.0434
Si 0.0374 0.0389 0.0235
Si -0.0278 -0.0038 0.0025
Si -0.0597 0.0378 0.0118
Si 0.0028 0.0448 -0.0292
Si 0.0006 0.0514 -0.0239
Si -0.0177 -0.0468 0.0293
Si 0.018 -0.0224 -0.0047
Si 0.0139 -0.0068 0.0277
Si -0.0215 0.0344 -0.0086
Si -0.0064 -0.0341 0.0478
Si -0.0453 0.029 -0.0299
Si 0.0374 0.0006 -0.0791
Si -0.0447 0.0175 0.0235
Si 0.0215 -0.0422 0.0123
Si 0.0467 0.0504 0.0219
Si -0.0607 -0.0113 -0.0511
Si 0.0207 -0.0039 0.0065
Si -0.0241 -0.008 0.0377
Si 0.0059 0.0154 -0.0102
Si -0.0172 0.0269 0.0397
Si -0.0275 -0.0248 -0.0034
Si -0.019 -0.0128 0.0015
Si 0.0313 0.0424 0.0539
Si -0.0474 0.0381 -0.0077
Si 0.0284 0.0138 0.0044
Si 0.0134 0.0189 -0.0473
Si -0.0409 -0.0211 -0.0195
Si -0.0069 -0.0084 -0.0113
Si 0.0019 -0.0121 -0.0128
Si -0.0141 -0.0274 -0.021
Si 0.0112 0.0017 -0.0568
Si 0.0389 0.0147 -0.0232
Si -0.0095 0.0315 -0.0262
Si -0.0519 0.0176 -0.0403
Si -0.0012 -0.0581 -0.0231
Si 0.0577 -0.0332 -0.0553
Si -0.0079 0.0423 0.0132
Si -0.037 -0.0113 0.1144
Si 0.0336 -0.0418 0.0167
Si -0.0718 0.019 0.0494
Si -0.0204 -0.0316 0.0043
Si 0.0086 -0.0003 0.0009
Si 0.0577 -0.005 0.1156
Si -0.0035 0.0194 -0.0147
Si -0.0287 0.0245 -0.0067
Si -0.1012 0.0334 -0.028
Si -0.0194 0.0247 -0.0135
Si -0.0333 -0.0169 0.069
Si -0.311 -0.1989 -0.3052
Si 0.0084 -0.0191 0.1429
Si -0.0361 -0.0736 0.1111
Si 0.045 -0.0401 0.0991
Si -0.0469 0.0053 0.0697
Si -0.0318 -0.0387 -0.0688
Si -0.0349 0.0071 -0.0088
Si -0.034 -0.0251 0.0075
Si 0.0252 0.0117 0.1094
Si -0.0491 0.0529 0.002
Si -0.0026 -0.0491 0.0063
Si -0.009 -0.0598 0.0349
Si -0.0005 0.0269 0.0876
Si 0.0364 0.0126 0.0359
Si 0.0365 0.0261 -0.0243
Si 0.007 -0.028 0.0307
Si -0.086 -0.0148 -0.0382
Si -0.0116 0.01 0.0267
Si 0.0444 0.0359 0.1092
Si -0.0065 -0.0028 -0.015
Si 0.0357 0.0291 -0.0339
Si 0.1673 -0.1569 -0.5079
Si -0.0615 0.0052 -0.0514
Si 0.0162 0.014 -0.0308
Si 0.0082 -0.036 0.0988
Si -0.1008 -0.083 -0.5932
Si -0.13 0.2325 -0.6328
Si -0.0123 -0.0738 -0.1078
Si -0.2913 0.3583 -0.3223
Si -0.004 -0.0163 -0.0331
Si -0.0401 0.0019 0.0048
Si 0.1215 -0.186 -0.5222
Si 0.0231 0.0259 -0.0204
Si 0.0436 -0.0326 0.0936
Si 0.1011 -0.0117 0.159
Si 0.049 0.0038 0.0175
Si 0.0836 -0.0062 -0.043
Si -0.1452 0.0442 -0.6113
Si -0.1207 0.1061 -0.6471
Si -0.0206 0.0282 -0.035
Si -0.2276 0.3698 -0.5188
Si -0.0214 0.0526 0.0937
Si -0.0202 -0.0001 0.0845
Si 0.399 -0.2464 -0.2901
Si 0.2577 0.4729 -0.1339
Si 0.0026 0.0329 0.0741
Si -0.0126 -0.0517 -0.0426
Si 0.066 0.0461 -0.0437
Si -0.0023 -0.0011 0.0248
Si 0.0361 -0.0388 0.0605
Si -0.0203 -0.0301 -0.0102
Si -0.027 -0.0264 -0.1035
Si -0.4128 0.3491 -0.1884
Si 0.037 0.066 0.0406
Si -0.0805 -0.0288 -0.0657
Si -0.2752 0.2866 -0.2242
Si -0.0256 0.0012 0.0706
Si -0.1167 -0.0447 -0.0577
Si 0.1967 0.1716 -0.5192
Si -0.1275 -0.2013 -0.6177
Si 0.1919 0.1946 -0.7067
Si 0.0171 -0.3411 -0.4766
Si -0.0559 -0.0028 -0.218
Si -0.0996 0.1637 -0.7069
Si 0.5804 0.0834 -0.3365
Si -0.2636 -0.3888 -0.4514
Si 0.0117 -0.4154 -0.4885
Si -0.0815 0.0828 -0.606
Si 0.0265 0.0301 -0.1357
Si 0.0026 0.0629 -0.1352
Si -0.302 -0.0122 -0.5602
Si -0.222 -0.1357 -0.5844
Si 0.3009 -0.1289 -0.5034
Si -0.0841 -0.0149 -0.1487
Si -0.02 -0.0194 -0.0175
Si 0.2372 -0.2249 -0.5539
Si 0.2248 -0.4841 -0.4737
Si 0.0192 0.0463 0.006
Si -0.1309 -0.1055 -0.5355
Si 0.0039 -0.108 -0.0415
Si -0.1801 0.1042 -0.5975
Si -0.0642 0.0518 0.0393
Si -0.0288 0.0463 0.1765
Si 0.1921 0.1216 -0.6973
Si 0.1749 0.0174 -0.7097
Si 0.1607 0.2145 -0.5726
Si -0.1051 -0.0023 0.0621
Si -0.2693 -0.4319 -0.2203
Si 0.012 -0.1717 -0.119
Si -0.0285 -0.1104 0.0505
Si 0.177 0.2017 -0.4679
Si -0.0279 0.0153 -0.1275
Si 0.0473 0.1302 -0.1221
Si 0.033 0.1913 0.0515
Si -0.0287 0.0859 -0.0251
Si 0.0458 -0.0842 0.03
Si 0.0714 -0.0564 0.1322
Si -0.029 0.0497 -0.1044
Si -0.0532 0.0616 -0.0422
Si 0.0378 0.1086 0.112
Si 0.0279 0.0658 0.0019
Si 0.0679 -0.1217 -0.0601
Si -0.0464 0.3001 0.5889
Si 0.072 -0.1031 0.0667
Si 0.1024 0.0368 -0.0501
Si 0.0421 -0.0031 -0.1252
Si -0.0943 -0.0026 0.0416
Si 0.0676 0.076 -0.0749
Si -0.1055 0.0031 0.1343
Si -0.0516 0.1203 -0.0231
Si 0.003 -0.0089 -0.0018
Si 0.0103 0.0328 -0.077
Si 0.1027 -0.0008 -0.1058
Si -0.0764 0.0369 0.0045
Si 0.0722 -0.0431 -0.1154
Si 0.0138 -0.0597 -0.0493
Si 0.3186 0.399 -0.3034
Si 0.1481 -0.1662 0.6338
Si -0.0317 -0.0874 0.0468
Si -0.0877 -0.0117 -0.1025
Si 0.0497 -0.0777 -0.0244
Si -0.005 0.0092 -0.2113
Si -0.0361 -0.0431 0.0306
Si -0.1431 0.087 -0.0745
Si -0.1423 -0.077 -0.0557
Si -0.1015 -0.0766 -0.0265
Si -0.0113 0.0081 -0.0449
Si -0.0428 0.0527 0.1287
Si -0.2072 0.0423 -0.1289
Si -0.0286 -0.0595 0.0649
Si -0.447 -0.0319 -0.4726
Si 0.0094 0.0632 0.1498
Si 0.1626 -0.1042 -0.2098
Si 0.3831 -0.1149 0.4234
Si -0.1166 -0.0159 0.1403
Si -0.0177 -0.0315 0.0532
Si 0.1264 0.0206 0.0902
Si -0.0026 -0.0159 -0.0274
Si -0.1266 -0.0674 0.0781
Si 0.0866 -0.0026 -0.0536
Si -0.1297 0.0401 -0.071
Si -0.0646 -0.0742 0.03
Si 0 0.0704 -0.0614
Si -0.0333 0.1265 0.109
Si -0.1503 0.0517 0.1339
Si -0.0363 -0.0973 -0.0085
Si -0.0143 -0.0981 -0.0867
Si -0.0648 -0.1008 0.0601
Si 0.0848 -0.3822 0.5497
Si 0.0353 -0.0565 -0.0044
Si 0.1416 -0.2629 0.6537
Si 0.0789 -0.0198 -0.0622
Si 0.0053 0.0394 0.0418
Si 0.0495 0.0118 -0.0399
Si -0.0019 0.1019 0.0115
Si -0.0908 0.1247 0.0052
Si 0.034 -0.0723 0.0738
Si -0.1881 -0.1376 -0.5547
Si 0.0507 0.017 -0.0004
Si -0.1171 -0.037 -0.137
Si 0.0455 -0.0046 0.0368
Si 0.1086 -0.3407 0.4123
Si -0.0101 0.0481 0.2467
Si 0.1167 0.2853 -0.6523
Si 0.0277 0.0467 0.1373
Si 0.0021 0.0039 0.0974
Si 0.631 -0.089 -0.3659
Si -0.1107 -0.0167 0
Si 0.034 0.0531 0.0245
Si -0.025 -0.0077 0.0453
Si -0.2332 -0.5274 -0.2288
Si -0.0139 0.0559 -0.0077
Si 0.1114 0.0132 0.1439
Si 0.0168 0.0609 0.0179
Si 0.0425 0.2221 0.12
Si 0.0301 -0.0371 -0.0294
Si -0.1107 0.0256 -0.1
Si 0.1042 -0.0887 0.1347
Si 0.1588 -0.0046 0.0043
Si 0.1138 -0.4008 0.5915
Si -0.0803 0.037 0.086
Si 0.0603 -0.0094 -0.0997
Si 0.1001 -0.1104 0.1232
Si -0.2004 0.0416 0.0135
Si 0.5993 -0.1962 -0.0145
Si 0.3933 -0.2903 0.4146
Si 0.2198 -0.2614 0.487
Si -0.01 -0.0338 0.0517
Si -0.4558 0.2574 -0.0926
Si -0.0882 -0.0697 0.1319
Si -0.0678 0.03 -0.0701
Si -0.0754 -0.0454 -0.1231
Si -0.1094 -0.0177 -0.0401
Si 0.0053 0.0573 0.0291
Si 0.0963 0.0185 0.1478
Si -0.0639 0.1202 0.0742
Si -0.0699 0.1111 0.0752
Si 0.0038 0.1539 0.1425
Si 0.0613 0.0794 -0.0499
Si 0.0343 -0.0109 0.1254
Si 0.1323 -0.1204 -0.0631
Si 0.0101 -0.015 -0.0021
Si 0.0286 0.0263 -0.0101
Si -0.0189 -0.0143 0.0112
Si -0.0166 -0.0169 -0.0127
Si -0.0062 0.0062 0.0034
Si -0.0003 -0.0029 0.0141
Si -0.0017 -0.023 0.0148
Si -0.0127 -0.0261 0.0072
Si 0.0081 0.0119 -0.0052
Si -0.0033 -0.0046 -0.009
Si -0.0002 0.0056 0.0026
Si 0.0025 0.0207 -0.0087
Si 0.0053 0.0119 0.0089
Si 0.0075 0.0093 -0.0026
Si -0.0003 0.0024 -0.0052
Si 0.0216 0.0105 0.0002
Si -0.0032 -0.0176 -0.0083
Si -0.0131 -0.001 -0.0015
Si -0.0054 -0.0051 0.0013
Si 0.0099 0.013 -0.0018
Si -0.0111 -0.0149 -0.0039
Si 0.0003 -0.0103 -0.0031
Si -0.0014 0.0024 0.0065
Si 0.0011 0.0146 -0.0005
Si -0.0117 -0.0014 0.0034
Si -0.0009 -0.0016 0.007
Si 0.0008 0.0124 0.0042
Si 0.0015 -0.0022 0.0072
Si 0.0021 -0.0009 0.0053
Si 0.015 0.0002 0.0016
Si -0.0071 0.0044 -0.0119
Si 0.0162 0.0175 0.0056
Si 0.0031 -0.0159 -0.0049
Si 0.0121 0.0057 0.0097
Si -0.0088 -0.0185 0
Si 0.009 -0.0055 -0.0042
Si -0.0049 0.0012 0.0065
Si -0.0135 0.0005 -0.0027
Si -0.0041 -0.0059 0.0053
Si 0.007 -0.0013 -0.0037
Si 0.0017 -0.0042 0.0028
Si 0.0119 0.0005 0.0009
Si 0.0037 -0.003 0.0016
Si -0.0041 0.0135 0.0008
Si -0.0027 -0.0028 0.0052
Si -0.0009 -0.0009 0.0012
Si -0.004 0.0197 0.0031
Si -0.0023 -0.0175 0.006
Si -0.0069 0.0061 -0.0015
Si 0.0061 -0.0115 -0.0054
Si -0.0015 0.0091 -0.0047
Si -0.0015 -0.003 0.0025
Si -0.0096 0.0019 0.0006
Si 0.0121 -0.0073 0
Si 0.0095 -0.0009 0.0005
Si 0.0018 -0.0013 0
Si -0.0033 0.0103 -0.0006
Si -0.0062 0.0007 0
Si -0.0082 0.0004 0.0108
Si -0.0065 -0.0001 0.0002
Si 0.0129 -0.0058 0
Si -0.0028 0.0019 0.0031
Si 0.0072 -0.0129 0.0042
Si 0.0076 -0.0216 -0.0002
Si -0.0042 0.0072 -0.0028
Si 0.0019 0.0078 0.003
Si -0.0136 0.0071 0.007
Si 0.0085 -0.0001 -0.0045
Si -0.009 0.0022 -0.0006
Si 0.0003 0.0087 -0.0027
Si 0.0067 0.0021 0.0039
Si 0.0052 0.0043 0.0044
Si 0.002 0.0036 0.0019
Si 0.0052 -0.0006 -0.0025
Si -0.0032 0.0186 -0.0034
Si 0 0.0051 -0.002
Si -0.0017 -0.0022 0.0039
Si -0.008 -0.0102 0.0055
Si 0.0038 0.0028 0.0047
Si -0.0014 -0.0108 0.001
Si -0.005 -0.0034 0.0032
Si -0.0051 -0.0014 0.0018
Si -0.0038 -0.0115 -0.0051
Si -0.0001 0.006 -0.0029
Si -0.0042 0.0012 -0.009
Si -0.0036 0.0093 -0.0016
Si 0.0063 -0.0057 -0.0057
Si 0.0127 -0.0022 0.0008
Si -0.002 -0.0013 -0.0035
Si -0.0005 -0.0016 0.004
Si -0.0023 -0.0044 0.0042
Si 0.0026 0.0027 -0.0015
Si -0.0073 0.0041 -0.0039
Si 0.0069 0.0109 -0.0086
Si 0.0015 -0.0011 -0.0044
Si -0.0002 0.0025 -0.002
Si -0.0034 -0.0097 0.0019
Si 0.0055 0.001 0.0036
Si 0.0014 -0.003 0.0027
Si 0.0059 0.014 0.0079
Si -0.0009 0.0015 -0.0019
Si 0.0013 0.0013 -0.0022
Si 0.0056 0.0036 -0.0029
Si -0.0028 -0.0018 -0.0014
Si -0.0054 -0.0161 0.0011
Si 0.0106 -0.0099 -0.0008
Si -0.0046 0.002 0.0015
Si -0.0014 0.0005 0.004
Si -0.0077 -0.0047 -0.0011
Si -0.0022 0.0054 0.0005
Si 0.0013 -0.0088 0.0014
Si -0.0051 0.0022 0.0012
Si 0.0087 0.0026 0.0027
Si -0.0001 0.0085 -0.0002
Si -0.0033 -0.0021 -0.0024
Si -0.0091 0.0027 -0.0016
Si -0.0015 -0.001 -0.002
Si 0.003 0.0031 -0.0042
Si -0.0008 0.0132 0.0034
Si 0.0059 -0.005 0.0018
Si 0.0082 0.002 0.0008
Si 0.0094 -0.0067 -0.002
Si -0.0114 0.0075 -0.0056
Si -0.0052 -0.0001 -0.0009
Si -0.0017 -0.0017 -0.0028
Si -0.005 0.0007 0.0012
Si 0.0022 0.0026 -0.0004
Si 0.0004 0 0.0026
Si 0.0012 -0.0084 -0.0017
Si -0.0001 -0.0091 0.0037
Si -0.0045 0.001 -0.0011
Si 0.0041 0.0016 -0.0021
Si -0.0004 0.0069 0.0003
Si -0.0086 0.0085 0.0052
Si 0.0041 -0.0042 0.0007
Si 0.0068 -0.0073 -0.0023
Si 0.0052 -0.0044 0
Si -0.0025 -0.006 0.0016
Si -0.0031 -0.0013 0.0012
Si 0.0082 -0.0094 -0.0031
Si 0.0007 0.0055 -0.0037
Si -0.006 0.011 0.0021
Si 0.0051 -0.0049 0.0005
Si 0.001 0 -0.0003
Si -0.0072 0.0076 -0.0009
Si -0.0051 0.0057 0.0042
Si -0.0027 -0.0029 -0.0015
Si 0.0049 -0.008 -0.001
Si -0.0008 -0.0041 0.0039
Si 0.0038 0.0083 -0.0021
Si 0.0059 -0.0008 -0.0011
Si 0.0025 0.0036 0.0001
Si -0.0022 -0.0022 -0.0022
Si -0.0045 -0.0113 -0.0009
Si 0.0005 -0.0146 0.0033
Si -0.0031 -0.0006 -0.006
Si -0.0013 -0.0068 -0.0022
Si 0.0026 0.0026 -0.0025
Si 0.005 -0.006 0.0041
Si -0.004 -0.0003 0.0016
Si 0.0021 0.0046 -0.0008
Si 0.002 -0.0009 0.0024
Si -0.0062 0.0077 0.0048
Si 0.0047 0.0025 0.001
Si 0.0005 0.0059 -0.0036
Si 0.0043 0.0121 -0.0026
Si -0.0025 -0.0016 -0.0038
Si 0.0002 -0.0048 0.0008
Si 0.0049 -0.0092 0.0006
Si 0.0001 -0.0012 0.0028
Si 0.0016 -0.0023 0.0014
Si 0.0037 -0.0029 0.002
Si -0.0085 0.0077 0.0031
Si 0.0028 0.0003 -0.0003
Si 0.0028 -0.0033 0.0023
Si 0.0035 -0.0035 -0.0008
Si -0.0114 0.0024 0.0052
Si -0.0021 0.0042 0.0014
Si 0.0058 -0.0031 -0.0045
Si -0.0037 0.0072 0.0031
Si 0.0124 -0.004 0.0002
Si -0.0003 -0.0063 0.003
Si -0.002 0.0007 -0.0032
Si 0.0053 0.0115 0.0017
Si -0.0106 0.0003 -0.0019
Si -0.0043 -0.002 -0.0024
Si -0.0061 -0.0042 -0.0007
Si -0.0058 -0.0018 -0.0068
Si 0.0046 -0.0038 0.0005
Si 0.0002 0.0011 -0.0031
Si -0.0001 0.0049 0.0064
Si 0.0096 0.0237 0.0038
Si -0.0042 -0.0039 0.0031
Si -0.0034 0.0015 0.0059
Si -0.0066 0.0034 -0.0072
Si -0.0013 -0.0023 -0.0085
Si 0.0048 0.0056 -0.0006
Si -0.0051 -0.0087 -0.0033
Si 0.002 0.0025 -0.002
Si 0.004 -0.001 0.0049
Si -0.0013 -0.0043 0.0028
Si -0.0018 -0.0057 0.0089
Si -0.0001 0.0036 -0.0078
Si -0.0034 0.0028 -0.0026
Si 0.0031 0.0106 -0.0032
Si 0.0044 0.0077 -0.0007
Si -0.0022 -0.0065 0.0021
Si 0.003 0.003 0.0042
Si -0.0046 -0.0111 0.0104
Si 0.0039 -0.0138 0.0041
Si -0.0081 0.0005 0.0093
Si -0.0076 -0.0002 0.0003
Si 0.0057 0.0002 -0.001
Si 0.0069 -0.0085 -0.0078
Si 0 0.005 0.0005
Si -0.0002 -0.0055 -0.0014
Si -0.0184 0.0058 0.0024
Si 0.002 0.0031 0.0037
Si -0.0066 0.0028 0.0028
Si -0.0011 -0.008 0.0008
Si -0.0013 -0.0018 -0.0012
Si 0.0055 0.0018 0.0001
Si -0.0006 -0.0031 -0.0041
Si -0.0113 0.0049 -0.0052
Si 0.0049 0.0032 -0.0026
Si 0.0038 -0.0034 -0.0047
Si 0.0131 -0.0197 0.0025
Si 0.0008 -0.0135 0.0033
Si 0.0139 0.0027 -0.0064
Si 0.0131 -0.013 0.002
Si -0.0109 0.0056 0.0039
Si -0.0083 0.0079 0.0024
Si 0.0045 -0.0097 -0.0053
Si 0.0004 0.0028 -0.0056
Si -0.0003 -0.0098 -0.0069
Si 0.0096 -0.0069 -0.0024
Si -0.0045 0.01 0.0041
Si 0.0054 -0.0056 -0.0047
Si -0.0103 0.0112 -0.001
Si -0.0035 0.0142 -0.0037
Si -0.0039 0.0065 -0.0024
Si 0.0027 0.0063 0.001
Si 0.0046 -0.0031 -0.0081
Si -0.0024 -0.0012 0.0051
Si 0.0039 -0.0031 -0.0003
Si 0.0005 0.0014 -0.0014
Si 0.0121 -0.0129 -0.0004
Si -0.0048 0.0001 0.0059
Si -0.0037 0.0037 -0.0006
Si -0.0064 0.015 0.0031
Si 0.0008 -0.0039 0.0043
Si 0.0074 -0.0002 -0.0007
Si 0.0069 -0.0091 0.0027
Si -0.0051 -0.0116 -0.0031
Si 0.006 0.0136 0.001
Si 0.0129 0.0154 0.0083
Si -0.0065 -0.006 0.0068
Si -0.008 0.0121 -0.0053
Si 0.0109 0.0075 -0.004
Si 0.0043 0.0042 -0.0046
Si -0.0102 -0.0087 -0.0059
Si -0.0002 -0.0125 -0.0036
Si 0.0037 0.0005 0.0101
Si -0.0004 0.0152 0.0225
Si -0.0276 -0.0126 -0.0003
Si -0.0059 0.0012 0.0102
Si -0.002 0.0088 -0.0076
Si 0 0.0016 -0.005
Si 0.0047 0.0046 -0.0046
Si 0.0201 0.0099 -0.0053
Si 0.0024 0.0085 -0.0057
Si 0.0032 0.0106 -0.0005
Si 0.0149 -0.0029 0.0099
Si 0.0112 0.0045 0.0068
Si -0.006 -0.0031 -0.0049
Si -0.0129 -0.0114 0.004
Si 0.0112 -0.0037 0.0057
Si 0.001 0.0064 0.0026
Si -0.0074 -0.0075 -0.0049
Si 0.0007 0.0058 -0.0005
Si 0.0016 0.0045 0.0039
Si -0.01 -0.0067 -0.0044
Si -0.0178 -0.0009 0.0058
Si 0.0143 0.0085 -0.0009
Si -0.0018 -0.0172 -0.0066
Si -0.0124 -0.015 -0.0063
Si 0.0045 0.0048 -0.0089
Si 0.0042 -0.0038 -0.0068
O 0.236 -0.0472 -0.3153
O -0.0946 -0.7613 0.2753
O -0.0125 -0.2126 -0.3863
O 0.5345 0.0705 0.261
O 0.2209 0.0025 -0.3036
O -0.7543 0.3489 0.0135
O -0.1526 0.2033 -0.1497
O 0.2274 0.438 -0.3617
O -0.0274 0.0239 -0.4212
O 0.0667 0.0684 -0.2834
O -0.3114 0.2916 -0.3013
O -0.4682 0.1608 0.1634
O -0.6238 -0.0773 0.0606
O 0.0824 -0.1748 -0.2014
O 0.2301 0.1844 -0.252
O -0.0889 0.4401 -0.0454
O 0.0287 -0.1146 0.6108
O 0.0626 -0.0487 0.5468
O -0.0993 -0.1287 -0.2341
O 0.5832 0.0078 0.0597
O 0.2158 0.1064 0.2521
O -0.3097 0.1455 -0.3366
O -0.1068 0.0097 0.3136
O -0.1909 0.3181 -0.4739
O -0.2127 -0.4426 -0.0205
O 0.0161 -0.2102 0.1782
O 0.4977 0.1711 0.1421
O -0.1167 -0.3575 0.5426
O 0.4307 0.0477 0.2136
O 0.34 0.3248 -0.4558
O 0.3596 -0.3351 0.3533
O -0.4359 -0.0749 0.1256
O -0.6992 -0.3719 -0.0159
O 0.3287 0.1415 0.134
O 0.0471 -0.0234 0.0761
O 0.3156 0.0063 -0.3621
O 0.2064 0.0854 0.7282
O 0.2866 0.0053 -0.0603
O 0.0654 0.1433 -0.2201
O -0.1092 -0.216 -0.2209
O -0.2342 -0.2327 0.3512
O 0.2392 0.0672 0.6468
O 0.5398 -0.0234 -0.1141
O -0.2588 0.0295 0.6138
O 0.2042 0.1849 -0.0025
O -0.1213 0.3694 0.2729
O 0.3103 0.2251 0.2068
O -0.1191 0.614 0.0735
O 0.1433 -0.292 -0.5935
O 0.587 -0.1195 -0.0462
O 0.0414 0.2109 0.5995
O -0.3401 0.1708 0.2116
O 0.2426 0.1256 -0.401
O -0.0128 0.4101 -0.0522
O 0.0861 0.116 0.1265
O -0.0732 -0.3862 0.5162
O 0.3367 -0.401 0.0151
O -0.1353 -0.3983 0.3151
O 0.4759 -0.0012 0.0478
O -0.1699 0.5379 -0.5341
O 0.1757 0.0417 0.1924
O -0.2216 -0.2554 0.3038
O -0.4787 -0.246 -0.1029
O -0.5758 0.1187 0.1913
O -0.2839 -0.2191 0.5634
O 0.3459 0.2515 -0.076
O -0.1662 -0.2884 0.2261
O 0.228 0.2572 -0.1436
O 0.2136 0.1537 0.0644
O -0.1057 -0.3175 -0.3057
O 0.3326 0.0043 0.0749
O -0.492 -0.0788 -0.3614
O 0.3168 -0.1798 0.0099
O 0.073 0.5221 0.1918
O -0.2905 0.1459 -0.0213
O -0.4773 -0.199 0.0434
O -0.2241 -0.4046 0.3437
O -0.1275 0.0394 -0.4659
O -0.0019 0.2015 0.0908
O -0.4487 -0.0529 0.1603
O -0.0728 -0.403 0.1548
O -0.265 -0.1548 0.6175
O -0.3684 0.5567 -0.3072
O -0.2301 -0.1227 0.0222
O 0.2958 0.097 -0.2
O -0.4845 0.3655 -0.268
O -0.1073 0.0064 -0.3468
O 0.0273 0.2562 0.1537
O 0.0118 0.1051 0.0548
O -0.4372 -0.4902 -0.1822
O -0.4248 0.3402 -0.0943
O -0.1545 0.2205 0.1462
O -0.256 0.2871 0.2494
O -0.2793 0.3314 -0.2379
O 0.0668 0.1339 -0.088
O -0.3193 0.0131 0.176
O 0.6097 0.4273 -0.0859
O 0.2604 -0.6125 -0.3278
O 0.1181 0.0127 0.2487
O 0.3205 -0.0061 -0.0327
O -0.0171 0.5265 -0.1689
O 0.1166 -0.1482 -0.2567
O -0.2055 0.2608 0.2548
O -0.2179 0.0595 -0.2049
O -0.2991 -0.3699 0.1764
O -0.1156 -0.0978 -0.2722
O 0.3904 0.0617 -0.1737
O 0.2249 0.3353 0.2971
O -0.5032 -0.1474 0.3538
O -0.1078 0.1407 -0.035
O -0.4054 0.2484 0.2587
O -0.1616 -0.006 -0.1792
O -0.0037 0.019 -0.5027
O -0.3035 -0.3409 -0.1666
O 0.1267 0.0532 0.3421
O -0.3394 -0.2671 -0.2756
O 0.3418 -0.237 -0.035
O 0.5746 -0.0856 -0.1277
O 0.0215 0.0348 -0.0271
O 0.2158 -0.0799 0.4033
O -0.1021 0.1762 -0.2385
O -0.1858 0.0773 -0.402
O -0.4776 0.3072 0.0259
O 0.2379 -0.3021 0.5817
O -0.3446 -0.2612 -0.081
O 0.3547 0.4243 0.1741
O -0.1447 -0.2564 0.0355
O 0.4018 -0.3596 0.1315
O 0.1434 -0.0643 -0.3536
O 0.2052 -0.4954 0.3898
O -0.2487 0.2934 -0.38
O -0.5234 -0.0238 -0.4571
O 0.2354 -0.4938 0.0162
O -0.0624 -0.3214 0.4271
O 0.0805 -0.3474 -0.2252
O 0.5497 0.3145 0.0826
O -0.5611 -0.1506 -0.5211
O -0.2218 0.0349 0.2723
O -0.093 0.5347 -0.0781
O 0.3361 0.2964 -0.2304
O -0.037 -0.5583 0.468
O 0.2719 -0.3292 0.1539
O -0.4702 -0.4786 0.0714
O -0.3475 0.3557 -0.216
O 0.2559 -0.0111 -0.5683
O -0.3511 -0.0559 0.0739
O 0.4097 0.0798 0.1581
O 0.1525 -0.1477 -0.0329
O -0.5763 -0.2484 0.2551
O 0.2769 -0.0011 -0.0554
O 0.3695 0.0636 -0.0998
O -0.06 -0.048 -0.1502
O -0.1906 -0.5345 0.008
O 0.0489 -0.0654 -0.079
O 0.3615 0.0692 0.5233
O -0.5252 -0.3768 -0.1446
O 0.102 -0.2538 -0.3077
O 0.1825 0.2991 -0.24
O 0.0219 -0.1925 -0.2832
O 0.3718 -0.6738 0.1717
O 0.507 -0.136 0.1503
O 0.0428 -0.2268 -0.0781
O -0.2288 -0.3873 -0.0562
O 0.0181 -0.1553 -0.2995
O -0.0085 0.0128 -0.0824
O 0.4953 -0.1174 -0.6143
O -0.5283 0.0518 0.1852
O -0.3927 -0.4516 0.1169
O 0.5444 -0.1629 0.0234
O 0.3465 0.1149 -0.2493
O -0.1569 -0.2315 0.5044
O -0.6018 0.0574 -0.1378
O -0.2312 0.0735 0.2682
O 0.4515 0.1953 0.0853
O -0.1013 -0.6378 0.0747
O 0.4754 0.2577 -0.1658
O 0.1556 -0.057 -0.0068
O 0.3746 0.2765 -0.2417
O 0.1205 -0.4716 0.186
O -0.1193 0.0654 -0.1126
O -0.0133 -0.137 0.5675
O -0.2808 0.0082 -0.1405
O 0.2983 0.1494 -0.1536
O -0.1341 -0.0967 0.1897
O -0.187 0.2318 -0.1493
O -0.2643 -0.2134 -0.4473
O -0.0111 -0.2214 -0.3155
O -0.1341 -0.1385 -0.0841
O -0.117 -0.0306 0.0816
O 0.6475 0.0743 -0.0176
O -0.1536 0.0208 0.4255
O 0.3835 -0.2927 0.1763
O -0.2339 0.0164 -0.2833
O 0.1766 0.2958 -0.1179
O -0.4023 -0.1345 -0.2111
O 0.5984 -0.0627 -0.6058
O 0.2337 0.3478 0.2263
O -0.4815 0.5459 0.3021
O -0.0919 0.3137 -0.3755
O 0.0939 0.0802 0.64
O -0.0617 0.7535 0.0197
O -0.0076 0.5059 0.2161
O 0.277 0.1143 -0.5012
O -0.2136 -0.3289 -0.422
O 0.0057 -0.4014 -0.1171
O 0.6642 -0.0817 0.1251
O -0.3772 -0.182 -0.2759
O -0.1058 -0.2373 -0.0564
O 0.3509 -0.1283 -0.4202
O 0.1978 0.4983 -0.2863
O -0.465 0.1248 -0.5628
O 0.3407 0.1673 0.018
O 0.2749 -0.0952 0.6259
O 0.3803 -0.0164 -0.1448
O 0.4402 -0.0098 0.2409
O 0.4815 -0.0394 -0.4273
O 0.4109 0.2581 -0.2901
O -0.1831 -0.281 -0.1464
O -0.3929 0.035 0.3659
O -0.4166 -0.1626 -0.1836
O 0.2467 0.0257 -0.4418
O -0.1773 -0.3067 -0.2582
O -0.3485 0.2455 0.0612
O 0.4837 -0.0757 -0.1078
O -0.2205 0.4065 -0.0251
O 0.5316 0.0256 -0.1346
O 0.0069 0.4073 -0.4318
O 0.1704 0.3118 0.1483
O -0.1343 -0.4302 -0.1981
O 0.1299 0.6439 -0.406
O 0.737 -0.2775 0.1025
O -0.3615 -0.3736 0.0185
O -0.4972 0.1274 0.1458
O 0.7725 0.0836 0.0046
O 0.3961 -0.4303 0.107
O -0.1052 -0.1924 -0.2407
O -0.093 0.5763 0.0206
O -0.2437 -0.0164 -0.1228
O -0.0797 -0.0719 0.0272
O -0.3708 0.1923 0.2894
O -0.1082 0.2092 -0.1228
O 0.4218 -0.1177 0.1267
O -0.2514 0.315 -0.1393
O 0.3281 0.2702 0.0788
O 0.6316 0.3499 -0.1959
O 0.016 0.0416 -0.5142
O 0.0602 -0.19 0.2795
O -0.4331 0.2794 -0.0073
O 0.1946 -0.0413 0.2354
O -0.3122 -0.1259 0.0299
O -0.1087 -0.0132 0.3868
O -0.0934 0.0158 -0.272
O -0.3048 -0.3634 -0.5678
O 0.27 0.2659 0.1099
O -0.0996 -0.2717 0.3262
O -0.0067 -0.6241 0.4285
O -0.2839 -0.2886 0.3108
O 0.2337 0.4014 0.3875
O 0.0761 -0.1421 0.267
O 0.2814 -0.1851 0.4331
O 0.0079 -0.4519 -0.0149
O 0.0164 -0.1424 -0.2471
O 0.3208 0.6829 0.2307
O -0.3076 -0.2669 -0.0186
O 0.5312 0.1114 -0.1186
O -0.3 -0.2711 0.1106
O -0.0218 -0.4566 -0.0024
O -0.1766 -0.3278 -0.4821
O -0.2876 -0.2917 -0.2867
O 0.0446 -0.7109 -0.0679
O 0.0123 -0.3586 0.1786
O 0.201 -0.5818 0.3557
O 0.0728 0.3515 0.0274
O 0.1732 0.0972 0.1308
O -0.2473 0.3066 -0.1931
O 0.0804 0.2154 0.5512
O -0.0741 0.4126 0.1134
O 0.0013 0.0098 -0.3878
O 0.1498 -0.2371 -0.1489
O -0.4699 0.2688 0.0098
O 0.231 0.526 -0.1541
O 0.1945 0.5003 0.0581
O 0.0795 -0.3643 0.0862
O 0.3202 -0.278 -0.451
O -0.0005 -0.223 -0.0029
O -0.1539 0.095 -0.5067
O -0.0398 0.4714 -0.2129
O -0.51 -0.1186 0.0329
O 0.3385 -0.156 0.0705
O -0.0043 -0.107 0.3623
